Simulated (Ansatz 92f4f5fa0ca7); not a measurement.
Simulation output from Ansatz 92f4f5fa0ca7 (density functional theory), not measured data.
Periodic cell of 221 atoms, Si132O87H1N1, from a study of silicon, its oxide and their interface. The atomic structure is a simulated model.
Doubt: the cutoff is far below the 930 eV that the study's wrapper takes by default for these files, so forces and energies are approximate.

Settings
functional: PBE
potential files: Ansatz PAW
basis: plane waves
wave-function cutoff: 580 eV
density cutoff ratio: 5
exchange-correlation grid ratio: 1
k mesh: 1 x 1 x 1, Gamma-centred
self-consistency stop: 5e-08 eV per atom in the density residual
occupations: fixed
spin: none
net charge: 0

Cell vectors (angstrom)
a 10.938 0 0
b 0 10.938 0
c 0 0 32.6497

Atoms: element, x, y, z (angstrom)
Si -0.3729 0.311 25.1776
Si 5.7619 -0.464 25.104
Si 2.509 3.0496 25.176
Si 8.4254 2.5808 25.2128
Si 0.2932 5.245 25.1682
Si 5.0197 5.8666 25.1989
Si 2.9896 8.3086 24.8731
Si 8.1054 8.3894 25.2236
Si 1.3583 1.3912 26.4358
Si 6.7662 1.3636 26.3961
Si 3.9749 4.2451 26.583
Si 9.6278 4.1133 26.5311
Si 1.3993 6.9743 26.3772
Si 6.8222 6.828 26.4613
Si 4.1295 9.5382 26.5341
Si 9.5248 9.6595 26.5887
Si 2.7296 0.0152 27.8252
Si 8.1305 0.0584 27.8898
Si 0.0221 2.7248 27.8798
Si 5.4217 2.7727 27.8034
Si 2.647 5.5817 27.911
Si 8.1975 5.4656 27.8398
Si 0.0031 8.2382 27.826
Si 5.4776 8.1803 27.8877
Si 4.1018 1.3673 29.2314
Si 9.5708 1.3673 29.2314
Si 1.3673 4.1018 29.2314
Si 6.8362 4.1018 29.2314
Si 4.1018 6.8362 29.2314
Si 9.5708 6.8362 29.2314
Si 1.3673 9.5708 29.2314
Si 6.8362 9.5708 29.2314
Si 0 0 30.5987
Si 5.469 0 30.5987
Si 2.7345 2.7345 30.5987
Si 8.2035 2.7345 30.5987
Si 0 5.469 30.5987
Si 5.469 5.469 30.5987
Si 2.7345 8.2035 30.5987
Si 8.2035 8.2035 30.5987
Si 1.3673 1.3673 31.9659
Si 6.8362 1.3673 31.9659
Si 4.1018 4.1018 31.9659
Si 9.5708 4.1018 31.9659
Si 1.3673 6.8362 31.9659
Si 6.8362 6.8362 31.9659
Si 4.1018 9.5708 31.9659
Si 9.5708 9.5708 31.9659
Si 2.7345 0 0.6835
Si 8.2035 0 0.6835
Si 0 2.7345 0.6835
Si 5.469 2.7345 0.6835
Si 2.7345 5.469 0.6835
Si 8.2035 5.469 0.6835
Si 0 8.2035 0.6835
Si 5.469 8.2035 0.6835
Si 4.1018 1.3673 2.0507
Si 9.5708 1.3673 2.0507
Si 1.3673 4.1018 2.0507
Si 6.8362 4.1018 2.0507
Si 4.1018 6.8362 2.0507
Si 9.5708 6.8362 2.0507
Si 1.3673 9.5708 2.0507
Si 6.8362 9.5708 2.0507
Si 0 0 3.418
Si 5.469 0 3.418
Si 2.7345 2.7345 3.418
Si 8.2035 2.7345 3.418
Si 0 5.469 3.418
Si 5.469 5.469 3.418
Si 2.7345 8.2035 3.418
Si 8.2035 8.2035 3.418
Si 1.3322 1.2875 4.8297
Si 6.8638 1.3058 4.7288
Si 4.0825 4.1291 4.711
Si 9.6232 4.0845 4.7856
Si 1.3726 6.8691 4.8967
Si 6.9274 6.7667 4.7028
Si 4.1001 9.523 4.8354
Si 9.635 9.5694 4.8542
Si 2.6704 -0.0984 6.2556
Si 8.2273 0.031 6.1748
Si -0.0789 2.6449 6.1927
Si 5.4492 2.7047 5.9206
Si 2.8337 5.4677 6.1928
Si 8.3032 5.4887 6.1207
Si -0.0111 8.2128 6.4035
Si 5.5778 8.0592 6.0464
Si 3.9169 1.5971 7.2992
Si 8.9907 1.7844 7.6463
Si 1.6777 3.7598 7.2939
Si 6.8327 4.0582 7.1882
Si 4.7162 6.3544 7.4576
Si 9.3126 6.9975 7.7317
Si 1.3015 9.5884 7.8763
Si 7.1419 9.2318 7.3535
O 1.3573 4.0937 24.5707
O 6.9887 9.4607 24.6423
O 2.845 2.7225 7.8975
O 8.1689 8.1467 8.106
O 5.7494 5.1133 7.9899
O -2.2256 2.2953 18.7752
O 4.0969 7.0813 24.4597
O 9.5002 1.4643 24.5875
O 2.1267 8.4884 8.8111
O 0.916 4.2782 8.6604
O 9.3452 1.1292 9.1377
O 6.441 9.9786 8.6264
O 4.67 1.0716 8.6613
O 4.4233 7.2026 8.8324
O 7.8242 2.9575 8.0384
O 9.7276 6.3898 9.2441
O 3.2725 2.4025 23.8632
O 5.0129 -0.3277 23.6376
O 7.8287 3.4273 23.9257
O 10.645 5.8872 23.7733
O 8.8349 7.825 23.8572
O 0.0495 10.4684 23.8083
O 5.4977 4.8054 24.05
O 1.1595 10.5387 21.4023
Si 4.1369 6.7473 12.2
Si 8.4346 -2.3496 14.6406
Si 5.3311 2.8438 13.3342
Si 6.7405 -4.0315 18.866
Si 8.4991 -9.645 17.5219
Si 1.7726 -3.205 18.2617
Si 0.954 9.6147 22.7595
Si 11.7721 3.5905 10.129
Si 5.3395 10.7858 9.4826
Si 2.6472 4.0543 12.4158
Si 13.3358 -5.4774 16.5185
Si -1.1747 2.9794 19.8196
Si 10.9383 1.211 15.5074
Si 0.5283 -6.8205 14.518
Si 6.5045 0.3214 12.2411
Si 0.3626 11.2363 20.1318
Si 14.3347 -6.069 20.5813
Si 6.8074 -5.783 11.9478
Si 5.4769 -2.0298 13.8736
Si 6.489 3.902 23.1335
Si 9.5133 0.0003 12.857
Si 10.6727 0.6486 9.9682
Si 1.7521 -0.3862 17.4697
Si 4.134 -3.1759 20.4829
Si 9.1939 -4.9511 13.5212
Si 0.8934 -5.852 18.9942
Si 5.9189 2.4119 16.2533
Si 4.0699 2.2947 22.4426
Si 4.69 -0.4335 16.3852
Si 9.9704 7.1057 22.9315
Si 7.5209 -1.4749 17.383
Si 9.4661 5.5814 10.6382
Si -2.704 5.2589 21.0649
Si 3.8589 -0.7202 22.5499
Si 4.9573 4.8196 17.7107
Si 14.4428 -2.6747 9.6528
O 1.6978 4.5655 17.6845
O 9.8536 -9.8749 16.6937
O 19.0061 0.7002 12.5364
O 6.0337 -1.2008 12.5791
O 2.9395 -2.9225 19.3813
O 6.0086 6.0658 17.6701
O 3.7823 -4.6071 21.2538
O 4.4562 7.7289 13.4481
O -1.1658 6.43 12.0321
O 2.2803 3.9257 10.8368
O 14.6034 -7.4064 21.45
O 4.8677 1.1783 16.2712
O 5.6263 1.264 13.2114
O 4.2071 4.8018 19.1591
N 2.55 9.39 23.4329
O 10.4288 4.2689 10.7662
O 16.6476 3.3963 17.527
O 8.0687 -0.153 18.2019
O 4.2811 -1.8434 21.4159
O 7.4176 1.8024 16.4292
O 5.6823 2.5516 22.6661
O 5.9497 -1.1806 17.1035
O -3.2779 -2.8347 18.2549
O 1.383 0.4661 18.8309
O -0.8859 -0.7161 19.9449
O 7.623 5.5844 13.3
O 7.8738 5.1389 10.7061
O 17.1338 -7.2668 12.2279
O 5.7464 3.2519 14.8607
O 10.002 -6.1984 14.1891
O -1.8202 -1.4751 13.4405
O 3.2581 7.5638 11.0998
O 1.5156 -5.7061 15.184
O 14.6889 3.0122 12.9903
O 11.3438 -8.1535 15.4285
O 9.268 -3.7474 14.6167
O 6.8389 -2.6774 14.4894
O 9.2355 6.3958 21.6609
O -0.5541 0.7547 14.028
O 0.1733 8.1907 22.4768
O 1.7829 4.8316 20.3308
O 7.7089 -5.085 19.6419
O 5.6078 -3.3526 19.8133
O 2.4357 -3.9054 16.9395
O 1.0637 -1.8463 17.7434
O 3.1958 -5.3907 12.7517
O 3.7021 0.7962 21.8417
O 10.777 -9.0872 20.4441
O 10.4959 4.197 19.0262
O 6.1221 0.576 10.6986
O 5.5644 -4.7681 11.6207
O 12.1737 3.7017 13.1252
O -4.0219 -5.9854 21.9638
O 3.9444 4.963 16.4296
O 8.9369 -7.1609 20.9727
O -2.4248 -1.5866 16.0805
O 3.351 -0.6551 17.2754
O 11.6122 1.9676 10.1816
O 12.1853 0.304 16.0632
O 4.1855 9.7196 9.9061
O 11.4624 -0.4057 8.9974
O 10.3312 -0.0348 11.4308
O 4.6265 -1.089 14.8929
O 0.6311 6.7027 18.8533
H -1.6541 -0.534 19.3594

Results
free energy: -133795.356 eV
free energy less fixed offsets of H -15.97, N -385.13, O -568.88, Si -635.61 eV per atom: -1.176 eV

Forces (eV/angstrom), in the order of the atoms: element, x, y, z
Si -0.128 0.1888 -0.1807
Si 0.0297 0.0902 -0.0939
Si -0.0773 -0.0578 -0.3248
Si 0.1159 -0.1567 -0.247
Si 0.1821 -0.0167 -0.383
Si 0.0459 0.0711 -0.0391
Si -0.087 -0.2942 0.0286
Si -0.0822 0.0745 -0.2885
Si -0.0492 0.0026 -0.1923
Si 0.0444 -0.078 -0.2669
Si 0.0505 0.0763 -0.1764
Si 0.034 0.0134 -0.1115
Si 0.1392 0.0431 -0.4841
Si -0.0897 0.0799 -0.1858
Si 0.1145 0.1657 -0.2468
Si 0.1081 -0.0319 -0.1763
Si -0.0155 -0.0088 0.0381
Si -0.1499 0.0529 0.0295
Si 0.0288 -0.0311 0.0868
Si 0.0458 0.0242 0.0762
Si -0.1153 0.0604 -0.0302
Si -0.012 -0.0104 0.0716
Si -0.0966 0.0001 0.1302
Si 0.1162 -0.0995 0.0181
Si -0.0542 0.1407 -0.3213
Si -0.0882 0.1178 0.1081
Si -0.2326 0.2221 0.2307
Si -0.0583 -0.1498 -0.3016
Si 0.0307 0.0807 0.3933
Si 0.0411 0.0846 -0.3304
Si 0.1161 0.0554 -0.2068
Si -0.1944 0.062 0.2102
Si -0.0531 -0.0277 -0.0318
Si 0.0406 -0.0943 -0.0135
Si 0.0906 0.0837 -0.0336
Si 0.0434 0.0075 0.0015
Si -0.0092 -0.1618 0.0193
Si -0.0626 -0.0488 -0.0254
Si 0.1285 0.0305 0.0236
Si 0.032 0.0625 -0.0317
Si -0.0205 0.0412 -0.0309
Si -0.0347 -0.0028 -0.0361
Si 0.0314 -0.0241 0.0029
Si -0.0617 0.0746 0.0005
Si -0.0348 0.0373 -0.0432
Si -0.0143 -0.0206 -0.0249
Si -0.0486 0.0774 -0.0125
Si 0.0118 -0.0192 0.0077
Si 0.0353 -0.0384 0.0232
Si -0.0217 0.0245 0.0191
Si -0.0168 0.0122 0.0079
Si 0.0602 0.008 0.0241
Si 0.0409 -0.0482 0.0081
Si 0.0036 -0.0633 0.0468
Si 0.0618 -0.0713 0.0089
Si 0.0125 0.0155 -0.0022
Si -0.0774 -0.055 0.036
Si -0.0244 0.0226 0.0273
Si 0.0041 -0.0158 0.0198
Si -0.1132 -0.0029 -0.0236
Si 0.0515 -0.0016 0.0258
Si 0.0751 0.171 0.0003
Si -0.0668 0.055 0.006
Si -0.0581 -0.042 0.0111
Si 0.0919 -0.3731 -0.116
Si -0.2575 -0.4447 -0.0401
Si -0.4517 -0.2673 0.1034
Si 0.1507 0.0711 -0.0259
Si 0.3617 0.201 0.327
Si 0.1722 -0.0826 -0.5861
Si -0.1651 -0.0449 0.3477
Si 0.5146 0.3099 -0.0352
Si 0.0365 0.0322 -0.1021
Si -0.0092 -0.0456 -0.0704
Si -0.0413 0.0551 -0.1404
Si 0.045 -0.0636 -0.1005
Si 0.0064 -0.0276 -0.0088
Si 0.0123 0.0566 -0.115
Si 0.0942 0.0071 -0.0096
Si -0.0848 -0.0065 -0.004
Si 0.0083 -0.0258 0.1478
Si -0.1129 -0.0259 0.0838
Si -0.0816 0.0363 0.2023
Si -0.0393 -0.1044 0.1657
Si 0.1178 0.0484 0.1458
Si 0.1224 0.0591 0.226
Si 0.0121 -0.0339 0.0244
Si 0.0328 0.0202 0.1669
Si -0.0644 0.0735 0.5215
Si -0.0762 0.0599 0.2264
Si 0.0234 -0.0979 0.3823
Si -0.19 -0.0033 0.4597
Si 0.0817 -0.2435 0.2516
Si -0.1241 -0.0811 0.2956
Si 0.0845 -0.0287 0.0898
Si -0.0782 0.0995 0.3436
O -0.0052 0.1654 0.5889
O -0.11 0.1718 0.4479
O -0.1703 -0.0397 -0.6682
O -0.0113 0.1425 -0.5333
O 0.0696 0.0838 -0.5426
O -0.0843 -0.0847 -0.1216
O -0.0414 -0.1187 0.3729
O 0.042 -0.0465 0.6162
O -0.0789 0.1008 -0.2077
O 0.0181 0.0671 -0.191
O -0.1 0.089 -0.1959
O -0.0196 0.0146 -0.0109
O 0.0348 -0.0936 -0.1401
O -0.0486 0.0377 0.0252
O 0.2321 -0.052 -0.5109
O 0.0048 0.1967 -0.4904
O -0.0824 0.061 0.2107
O 0.1271 -0.0586 0.2475
O -0.0494 -0.0335 0.1365
O -0.0047 0.0321 0.1514
O 0.0209 -0.0416 0.1717
O 0.1477 -0.1362 -0.0641
O 0.0187 -0.0117 -0.1191
O -0.0148 -0.1501 0.1314
Si 0.0648 -0.2138 0.0495
Si -0.0423 -0.026 -0.1042
Si -0.0719 0.0472 -0.162
Si -0.062 -0.1695 0.1619
Si 0.038 0.1442 0.1289
Si 0.0048 -0.1289 0.1603
Si -0.2298 0.1172 -0.0946
Si 0.1425 0.0262 0.2792
Si 0.1075 0.1491 -0.2154
Si 0.0922 0.0392 0.065
Si -0.0062 -0.0794 0.0882
Si 0.1354 0.0221 0.163
Si -0.022 0.0337 -0.0757
Si 0.0556 0.0324 -0.1488
Si -0.0042 -0.008 0.1973
Si -0.0955 0.1804 0.0752
Si -0.1372 0.1283 -0.1228
Si -0.1491 -0.0416 0.0402
Si 0.0242 -0.0487 -0.1177
Si 0.0105 0.1298 0.0022
Si -0.1909 -0.0145 0.1137
Si 0.1518 0.1313 -0.0425
Si -0.1302 0.0643 0.1453
Si -0.0538 -0.2425 -0.0515
Si 0.0031 -0.0143 -0.0034
Si 0.0316 -0.0301 0.1665
Si -0.0036 0.1159 -0.0718
Si -0.0651 0.0993 -0.0869
Si 0.0556 -0.0465 -0.0996
Si -0.1536 -0.1209 0.1218
Si -0.0081 -0.1201 0.0804
Si -0.1824 -0.0569 0.2003
Si 0.0314 -0.1132 -0.177
Si 0.1141 0.0325 -0.1221
Si -0.0424 0.0873 0.1099
Si 0.0128 -0.1793 0.0647
O 0.0535 -0.0083 -0.0659
O 0.0007 -0.0408 0.0215
O 0.0413 -0.0161 -0.0187
O 0.0016 -0.0046 -0.0027
O 0.0216 0.0414 -0.0107
O 0.0054 0.0233 -0.0911
O 0.0195 0.0095 0.0306
O 0.0143 0.0741 0.0314
O -0.0198 -0.0292 -0.0301
O -0.1147 -0.0047 -0.0676
O 0.0269 -0.1087 0.1409
O -0.0402 -0.0318 0.0563
O -0.0009 -0.0332 0.019
O 0.0226 -0.0372 -0.05
N 0.1966 -0.439 0.5473
O -0.0051 -0.0376 -0.0646
O 0.0263 -0.0923 -0.0284
O -0.0581 -0.0138 -0.1123
O -0.0602 0.2716 0.2284
O 0.0179 -0.0433 -0.0385
O 0.0785 -0.0278 0.0585
O -0.0552 0.0387 0.0264
O 0.0519 0.1424 -0.0907
O 0.0154 -0.0265 -0.1093
O -0.0096 -0.0362 -0.047
O 0.0683 0.0359 0.0516
O 0.0864 -0.0072 -0.1046
O 0.053 0.0212 0.0042
O 0.0305 -0.0012 0.0898
O -0.0001 -0.0159 0.0148
O 0.0466 -0.0026 0.0226
O 0.0016 0.0977 -0.151
O -0.0045 0.045 -0.0017
O 0.0069 -0.0158 0.0094
O -0.0214 -0.0518 0.0781
O -0.0341 0.0192 -0.0092
O 0.0667 -0.0038 0.0525
O 0.1303 0.1523 0.1152
O 0.0241 -0.0118 -0.0304
O 0.0465 0.0441 -0.014
O 0.0516 0.0326 -0.0164
O -0.0074 0.0229 0.0441
O -0.0153 0.0686 -0.0032
O 0.0509 0.0155 -0.088
O -0.0439 0.0567 -0.0839
O 0.0236 0.0453 -0.0411
O 0.0035 -0.1391 0.1102
O -0.0161 -0.0906 -0.1107
O -0.0332 -0.0289 -0.0693
O -0.0223 -0.0368 -0.1513
O -0.0208 0.0459 -0.0274
O -0.0683 -0.0238 -0.0144
O -0.1437 -0.0645 0.1127
O -0.0586 0.032 -0.0313
O -0.0038 0.0195 -0.0184
O -0.0049 0.0443 0.0324
O 0.0828 0.0207 -0.0047
O -0.0271 -0.1039 0.007
O 0.0011 -0.0027 0.0117
O 0.0231 0.014 0.1187
O 0.0726 -0.1498 -0.227
O 0.0485 0.0956 -0.1564
O -0.0429 0.0446 0.1115
O 0.0346 0.0577 -0.0536
H 0.1614 0.0376 0.083

The program warned: the cutoff lies below the one the program advises for these potential files; the forces do not sum to zero within the program's tolerance; the exchange-correlation potential is rough where the density is thin.
